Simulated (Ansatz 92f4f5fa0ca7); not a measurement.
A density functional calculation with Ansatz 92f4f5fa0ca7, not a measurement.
Periodic cell of 158 atoms, Si96O58N4, from a study of silicon, its oxide and their interface. The atomic structure is a simulated model.

Settings: functional r2SCAN; potential files Ansatz norm-conserving; basis plane waves; wave-function cutoff 1300 eV; density cutoff ratio 4; exchange-correlation grid ratio 1; k mesh 2 x 2 x 1, shifted by 0.5 0.5 0.5 of a step; self-consistency stop 5e-08 eV per atom in the density residual; occupations Fermi-Dirac, 0.05 eV; spin none; net charge 0.

Cell vectors (angstrom)
a	10.88	0	0
b	0	10.88	0
c	0	0	22.4899

Atoms: element, x, y, z (angstrom)
Si	-0.3223	0.0564	-0.3652
Si	3.1482	1.9044	-0.1
Si	0.2363	5.2076	-0.5458
Si	3.6734	7.3055	-0.1347
Si	5.4288	0.0503	0.2482
Si	8.9702	2.6493	-0.1387
Si	5.8039	5.2111	-0.2501
Si	7.5963	8.6203	-0.0416
Si	1.2879	1.3702	1.0656
Si	4.3013	3.6967	1.1538
Si	1.3575	6.5606	1.3476
Si	4.146	9.2767	1.142
Si	7.0948	1.5878	1.2097
Si	9.8587	4.2214	1.1711
Si	6.7726	6.8383	1.1721
Si	9.4326	9.3977	1.0786
Si	0.1992	2.894	2.611
Si	2.6691	-0.185	2.5249
Si	-0.2004	7.8429	2.4041
Si	3.0836	5.4282	2.6674
Si	5.8142	2.8303	2.6618
Si	8.1355	0.175	2.6245
Si	5.4965	8.1834	2.6149
Si	7.6913	5.7878	3.0027
Si	1.6139	4.1306	4.168
Si	4.1959	1.3998	3.6237
Si	1.154	9.5282	3.8314
Si	4.1492	6.9564	4.1424
Si	6.6867	4.0648	4.324
Si	9.6957	1.4853	3.7779
Si	7.0859	9.4848	4.0347
Si	9.699	6.4067	4.1937
Si	-0.3	-0.0919	5.2731
Si	2.7638	2.445	5.2965
Si	0.3705	5.3808	5.6929
Si	2.6653	8.3083	5.3433
Si	5.6405	0.0772	5.1462
Si	8.1571	2.7344	5.5444
Si	5.5372	5.6399	5.5169
Si	8.4459	8.1173	5.3952
Si	1.0726	1.3584	6.687
Si	3.9571	4.0751	6.8335
Si	1.5491	6.8889	6.978
Si	4.271	9.4997	6.6044
Si	6.5425	1.294	6.6259
Si	9.6367	3.9514	6.761
Si	7.0837	6.9103	6.6337
Si	9.5064	9.5458	6.8782
Si	0.0106	2.8191	8.3453
Si	2.6756	-0.1135	7.8724
Si	0.0142	7.9619	8.1934
Si	2.5166	5.1632	8.1516
Si	5.2667	2.8151	8.1521
Si	8.09	0.0407	8.0727
Si	5.3306	8.0754	8.052
Si	8.3272	5.3975	7.9098
Si	0.3954	4.7682	9.4603
Si	3.9306	1.3908	9.5475
Si	1.7652	9.1236	9.3072
Si	4.1795	6.4911	9.3693
Si	7.1136	3.9591	9.2639
Si	9.5517	1.2469	9.612
Si	6.9241	9.3948	9.3166
Si	9.4406	6.4898	9.4979
Si	0.6996	-0.4322	11.2656
Si	2.6405	1.9808	11.6397
Si	0.2998	4.3785	11.7589
Si	3.0624	7.9094	11.0552
Si	5.2741	-0.5042	10.8582
Si	7.8536	2.4271	10.747
Si	5.9469	5.6043	10.5418
Si	7.93	7.9797	10.9799
Si	5.2796	4.5598	16.078
Si	3.2146	3.3873	14.2295
Si	0.2286	7.8913	18.3208
Si	1.9892	6.3124	13.369
Si	5.5044	3.1563	12.249
Si	8.3155	3.3255	12.8707
Si	6.6811	9.4264	13.1571
Si	9.5792	9.2703	12.9968
Si	-3.043	4.4604	19.8446
Si	6.9479	-1.3169	16.0278
Si	3.0344	18.5463	19.3072
Si	1.111	1.0287	14.1513
Si	8.6925	0.7587	17.306
Si	9.7347	1.1978	14.5013
Si	1.3202	10.1353	16.7477
Si	5.5795	7.3	15.0875
Si	-1.6534	7.1916	20.3704
Si	2.8457	4.9027	17.8981
Si	-9.2176	14.047	20.0536
Si	0.0035	5.1992	16.9822
Si	-2.9223	3.6523	17.774
Si	10.9165	0.6484	19.2849
Si	4.1602	8.9746	16.9635
Si	11.0302	7.5707	15.4381
O	0.4208	-0.2225	20.6484
O	-3.0687	2.0722	17.7072
O	2.8206	2.8125	-1.3277
O	0.6863	4.3608	20.6893
O	-4.474	9.7564	22.0126
O	-0.6672	6.6807	21.537
O	-0.4769	6.05	15.7918
O	-0.9205	8.2637	19.3999
O	4.3468	1.0679	21.7697
O	2.9457	-0.8576	16.894
O	6.6272	4.2117	16.9311
O	8.57	3.5078	20.9786
O	3.0968	7.9037	-1.5758
O	4.9067	6.4926	21.5432
O	5.4173	9.9274	16.6869
O	8.8385	16.1319	1.756
O	2.4968	3.5919	18.7102
O	4.2505	5.2665	17.2545
O	1.4307	3.1989	11.7089
O	2.8328	-5.8834	13.9066
O	-1.1006	3.9411	12.5026
O	0.673	5.642	12.5568
O	1.7834	2.652	14.4697
O	2.6787	7.4612	12.522
O	4.172	-1.752	11.0733
O	6.0764	-0.2605	12.3268
O	6.2068	2.1099	11.2455
O	10.4575	0.4452	10.6739
O	5.0308	4.803	11.7097
O	7.0046	6.6731	11.2337
O	5.9073	8.1104	13.7453
N	8.1234	8.7123	12.4616
O	0.4841	2.1222	19.6941
O	-2.3705	5.8987	19.7883
O	4.5266	3.4685	15.2863
O	5.6414	5.7324	14.9767
O	1.3846	7.3304	14.6426
O	1.6197	4.9967	16.9076
O	6.8507	7.8792	15.9316
N	3.9604	13.5254	12.7724
O	9.4904	1.0362	16.0765
O	6.6714	3.6676	13.2671
O	8.5686	2.2137	14.0596
N	12.5507	0.733	12.5573
O	10.0207	8.4458	14.352
O	1.197	10.7384	15.2739
O	10.7042	9.0767	11.826
O	-2.8414	8.186	20.8716
O	4.2271	8.4069	18.4237
O	-12.3052	0.6273	18.6888
O	10.8982	6.315	18.1574
N	0.2219	8.7347	16.6938
O	-1.4716	12.0576	21.691
O	1.5611	8.3829	18.9796
O	-1.1582	4.0917	17.3786
O	2.8338	5.9829	19.2361
O	-4.3582	4.7037	20.8544
O	1.1863	0.241	18.1134
O	7.9631	-0.7431	17.2823
O	7.0894	10.2321	14.5947
O	4.1053	7.748	15.8087
O	9.5427	10.7902	13.5182

Results
free energy: -39368.340 eV
free energy less fixed offsets of N -289.75, O -463.61, Si -117.95 eV per atom: 3.240 eV
pressure: -1.29 GPa
stress xx, yy, zz, yz, xz, xy (GPa, positive in tension): 1.31, 1.6, 0.98, 0.74, -1.75, 0.38

Forces (eV/angstrom), in the order of the atoms: element, x, y, z
Si	0.911	0.7242	-0.0592
Si	0.755	1.5449	1.9337
Si	-1.1416	3.8308	2.1745
Si	-1.3649	1.0388	-2.0565
Si	0.5828	0.6088	-1.1508
Si	-2.5656	-1.5154	-2.2506
Si	-1.4111	0.3786	-1.1903
Si	-0.439	0.6899	-3.0281
Si	-0.4416	-1.8309	0.737
Si	0.2547	1.613	0.0006
Si	2.8744	-1.5256	-2.06
Si	-1.1023	0.8608	1.1991
Si	-0.809	-0.0389	-0.9699
Si	1.9757	-1.3792	-0.6557
Si	-0.6477	-0.0072	0.9482
Si	-0.0808	1.0777	0.7249
Si	1.1799	0.5119	0.2459
Si	-0.0367	0.546	-1.0924
Si	0.3203	1.2003	1.3454
Si	-1.317	-0.8092	-0.2002
Si	-1.262	-0.5334	-0.4078
Si	1.8692	-1.3408	-0.4512
Si	0.1582	0.27	1.0447
Si	2.6413	-1.1077	-0.3927
Si	0.531	-0.4351	-1.1205
Si	-0.1073	-1.1954	1.3557
Si	-0.0778	-1.1036	0.7291
Si	0.2943	-0.5108	-0.8361
Si	0.632	0.6628	-0.4387
Si	-1.8697	-0.275	1.5101
Si	-0.6267	-0.0636	-0.8771
Si	-0.7544	1.9605	-0.1536
Si	1.4254	1.0189	-0.1297
Si	0.2835	0.9679	0.6203
Si	-1.0978	-0.6436	-1.1523
Si	-0.2684	-0.3421	0.0142
Si	-2.4544	-2.3823	-1.641
Si	0.2852	-0.8603	-1.5613
Si	-1.6139	-0.697	0.348
Si	0.8756	0.5582	-1.0266
Si	1.4626	-0.7442	0.1
Si	0.3073	-0.5439	-2.171
Si	0.4766	0.0803	-1.6143
Si	-0.7175	1.3627	-0.7233
Si	2.1773	2.2654	2.9937
Si	0.6681	0.5049	-0.0946
Si	-2.1929	-0.7277	1.7717
Si	0.4233	-0.869	-0.0522
Si	-0.8602	-1.3653	-0.3585
Si	0.5871	0.8356	0.9108
Si	-1.2693	1.3223	0.9548
Si	-0.2512	1.6344	2.0878
Si	1.4742	-0.9205	0.6593
Si	0.305	0.3647	0.0603
Si	1.6889	-0.3265	-0.1996
Si	-1.1236	-0.0193	-0.3339
Si	0.2629	0.8495	0.5626
Si	-0.5641	-1.9569	0.6014
Si	-1.0995	0.6246	2.2064
Si	-0.6217	0.3684	0.5254
Si	-1.2414	1.0427	-0.7287
Si	-1.4736	0.7248	-1.0272
Si	-1.4021	-0.3983	1.1036
Si	2.2066	1.5258	0.1391
Si	3.0901	-2.5092	1.057
Si	-0.4734	1.2678	1.8901
Si	0.0872	-2.91	-1.93
Si	1.56	1.0731	-4.2619
Si	-0.7164	0.0379	-1.4466
Si	-0.2071	0.1993	1.0707
Si	-0.612	-1.4363	0.7599
Si	0.4911	-1.6484	-2.7298
Si	1.0154	3.4569	2.235
Si	0.9249	0.9538	-2.0779
Si	-1.5031	0.7957	-1.0289
Si	-2.3714	-1.2297	2.7427
Si	-1.5574	3.4243	-0.0377
Si	-1.1152	-2.367	-0.8388
Si	1.4759	-1.144	3.4833
Si	2.6351	-1.1202	3.037
Si	-0.7495	0.0649	4.5716
Si	-1.5384	-0.8114	4.4123
Si	-0.9206	-0.9978	1.7909
Si	-0.0293	3.0943	-0.0563
Si	-3.8058	-2.2343	4.7153
Si	0.7215	-0.0649	-1.6173
Si	0.9676	-0.0639	2.1444
Si	-0.7209	1.5266	1.1999
Si	-0.7038	1.6856	0.3857
Si	0.3115	2.4187	3.4728
Si	0.1743	0.5666	-0.0763
Si	-0.7759	-0.9007	3.0696
Si	0.941	0.74	-1.9697
Si	2.9557	-1.2385	-0.2921
Si	-0.0177	1.0834	-2.4247
Si	-6.5666	2.394	-0.4725
O	-1.2954	-0.0445	0.2756
O	-0.3704	-0.3679	-0.9317
O	-2.5249	1.7501	-3.487
O	1.2825	-0.3779	-0.7121
O	0.7196	0.0815	0.5601
O	1.4085	-2.1309	0.3679
O	-0.7169	2.7113	-3.1454
O	0.0899	-0.3399	-0.9188
O	2.3424	-3.0173	0.97
O	-0.8231	-1.3646	-0.7092
O	0.8632	-0.2416	-0.3674
O	0.9967	-0.7718	-0.0102
O	-0.0606	0.6327	-0.0423
O	-0.2859	-0.8286	2.2009
O	2.2717	-0.197	-1.1782
O	-1.5632	0.337	0.5392
O	-0.3671	-2.0143	1.3488
O	1.4976	-1.8781	-1.9852
O	1.0268	-0.7237	0.1448
O	-0.2818	0.7823	0.0453
O	-0.169	0.599	0.5354
O	2.6777	3.6871	2.444
O	0.9995	-1.8636	0.9082
O	0.3697	-0.3153	0.2784
O	0.8368	0.8244	1.0353
O	-1.6233	-0.3193	-1.3221
O	0.3936	-0.2614	-0.8449
O	-1.9048	1.7281	-0.8192
O	1.5423	-1.786	-0.7743
O	-1.3534	-0.4604	0.0829
O	-1.3796	0.7626	-2.3903
N	-1.6311	1.0749	0.0368
O	0.9776	1.2871	0.277
O	0.3111	-0.0423	-1.2924
O	-2.8104	-2.3714	-1.2905
O	-0.1476	-1.0974	0.6349
O	6.0227	-3.064	-4.4246
O	-1.1326	-0.6978	-1.9807
O	0.6954	1.4987	1.1312
N	-1.6151	-0.6238	0.5374
O	2.487	0.2727	-3.3069
O	2.2985	0.0065	0.3483
O	0.0986	1.3971	-0.354
N	-0.2508	-1.8678	-2.3045
O	0.1664	-1.1731	0.1691
O	0.345	0.9298	-1.1293
O	0.7473	1.6565	0.489
O	-0.3105	-0.3155	2.2479
O	-1.2672	-2.2548	2.6044
O	1.2957	-0.5185	1.1561
O	-0.0133	0.0274	0.9086
N	1.2106	-0.949	2.8894
O	0.3931	0.4589	0.8791
O	2.9331	-0.5384	0.0792
O	-1.6643	-0.4977	-0.2219
O	0.2493	1.5961	-2.4157
O	-0.5491	-0.0881	-0.3884
O	-2.51	-0.8272	-0.8261
O	-1.0294	0.6674	-3.0963
O	0.3148	-0.4122	-1.2826
O	1.7983	0.625	0.0167
O	-0.555	0.0412	-0.3716
